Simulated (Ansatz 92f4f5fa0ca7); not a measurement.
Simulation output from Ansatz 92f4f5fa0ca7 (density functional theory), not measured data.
Periodic cell of 434 atoms, Si262O172, from a study of silicon, its oxide and their interface. The atomic structure is a simulated model.
Doubt: the cutoff is far below the 930 eV that the study's wrapper takes by default for these files, so forces and energies are approximate.
This geometry differs little from another in the collection (a relaxation step or a small displacement).

Settings: functional PBE; potential files Ansatz PAW; basis plane waves; wave-function cutoff 430 eV; density cutoff ratio 5; exchange-correlation grid ratio 1; k mesh 1 x 1 x 1, Gamma-centred; self-consistency stop 5e-08 eV per atom in the density residual; occupations fixed; spin none; net charge 0.

Cell vectors (angstrom)
a	15.4687	0	0
b	0	15.4687	0
c	0	0	31.0016

Atoms: element, x, y, z (angstrom)
Si	15.2368	0.0431	23.4312
Si	4.2409	-0.0142	23.4462
Si	7.4538	-0.0197	23.4664
Si	12.1043	-0.0036	23.6887
Si	15.127	3.8373	23.4853
Si	4.1834	3.8455	23.4851
Si	7.3173	3.8031	23.6225
Si	11.9847	3.7608	23.5692
Si	15.0623	7.8346	23.5549
Si	4.2139	7.842	23.6438
Si	7.3246	7.8104	23.6801
Si	11.9062	7.75	23.5035
Si	0.2559	11.654	23.3709
Si	3.4588	11.7095	23.4669
Si	8.038	11.7588	23.4669
Si	11.2234	11.4621	23.4928
Si	0.0168	1.9391	24.8336
Si	3.9084	1.916	24.8051
Si	7.7038	1.8827	24.8818
Si	11.7234	1.9069	24.9849
Si	-0.0325	5.8211	24.7739
Si	3.8557	5.8076	24.8077
Si	7.6839	5.798	24.8617
Si	11.6081	5.7692	24.7863
Si	-0.0738	9.7637	24.8284
Si	3.8453	9.7867	24.8676
Si	7.6466	9.7973	24.8449
Si	11.5182	9.6185	24.9036
Si	0.0386	13.5623	24.7634
Si	3.8582	13.5762	24.8444
Si	7.7849	13.5898	24.8899
Si	11.669	13.4423	24.8001
Si	1.9639	1.9302	26.1799
Si	5.7912	1.9111	26.2493
Si	9.6848	1.927	26.2073
Si	13.6272	1.9355	26.2991
Si	1.9093	5.8022	26.1708
Si	5.7638	5.7927	26.236
Si	9.6647	5.7955	26.1789
Si	13.5265	5.7986	26.2037
Si	1.8875	9.6717	26.2011
Si	5.759	9.729	26.2441
Si	9.5837	9.6557	26.2302
Si	13.4872	9.7037	26.2274
Si	1.9296	13.5632	26.2072
Si	5.8103	13.5151	26.2105
Si	9.7352	13.5568	26.2127
Si	13.5837	13.5014	26.1885
Si	1.9336	0	27.5834
Si	5.8008	0	27.5834
Si	9.6679	0	27.5834
Si	13.5351	0	27.5834
Si	1.9336	3.8672	27.5834
Si	5.8008	3.8672	27.5834
Si	9.6679	3.8672	27.5834
Si	13.5351	3.8672	27.5834
Si	1.9336	7.7343	27.5834
Si	5.8008	7.7343	27.5834
Si	9.6679	7.7343	27.5834
Si	13.5351	7.7343	27.5834
Si	1.9336	11.6015	27.5834
Si	5.8008	11.6015	27.5834
Si	9.6679	11.6015	27.5834
Si	13.5351	11.6015	27.5834
Si	0	0	28.9506
Si	3.8672	0	28.9506
Si	7.7343	0	28.9506
Si	11.6015	0	28.9506
Si	0	3.8672	28.9506
Si	3.8672	3.8672	28.9506
Si	7.7343	3.8672	28.9506
Si	11.6015	3.8672	28.9506
Si	0	7.7343	28.9506
Si	3.8672	7.7343	28.9506
Si	7.7343	7.7343	28.9506
Si	11.6015	7.7343	28.9506
Si	0	11.6015	28.9506
Si	3.8672	11.6015	28.9506
Si	7.7343	11.6015	28.9506
Si	11.6015	11.6015	28.9506
Si	0	1.9336	30.3179
Si	3.8672	1.9336	30.3179
Si	7.7343	1.9336	30.3179
Si	11.6015	1.9336	30.3179
Si	0	5.8008	30.3179
Si	3.8672	5.8008	30.3179
Si	7.7343	5.8008	30.3179
Si	11.6015	5.8008	30.3179
Si	0	9.6679	30.3179
Si	3.8672	9.6679	30.3179
Si	7.7343	9.6679	30.3179
Si	11.6015	9.6679	30.3179
Si	0	13.5351	30.3179
Si	3.8672	13.5351	30.3179
Si	7.7343	13.5351	30.3179
Si	11.6015	13.5351	30.3179
Si	1.9336	1.9336	0.6835
Si	5.8008	1.9336	0.6835
Si	9.6679	1.9336	0.6835
Si	13.5351	1.9336	0.6835
Si	1.9336	5.8008	0.6835
Si	5.8008	5.8008	0.6835
Si	9.6679	5.8008	0.6835
Si	13.5351	5.8008	0.6835
Si	1.9336	9.6679	0.6835
Si	5.8008	9.6679	0.6835
Si	9.6679	9.6679	0.6835
Si	13.5351	9.6679	0.6835
Si	1.9336	13.5351	0.6835
Si	5.8008	13.5351	0.6835
Si	9.6679	13.5351	0.6835
Si	13.5351	13.5351	0.6835
Si	1.9336	0	2.0507
Si	5.8008	0	2.0507
Si	9.6679	0	2.0507
Si	13.5351	0	2.0507
Si	1.9336	3.8672	2.0507
Si	5.8008	3.8672	2.0507
Si	9.6679	3.8672	2.0507
Si	13.5351	3.8672	2.0507
Si	1.9336	7.7343	2.0507
Si	5.8008	7.7343	2.0507
Si	9.6679	7.7343	2.0507
Si	13.5351	7.7343	2.0507
Si	1.9336	11.6015	2.0507
Si	5.8008	11.6015	2.0507
Si	9.6679	11.6015	2.0507
Si	13.5351	11.6015	2.0507
Si	0	0	3.418
Si	3.8672	0	3.418
Si	7.7343	0	3.418
Si	11.6015	0	3.418
Si	0	3.8672	3.418
Si	3.8672	3.8672	3.418
Si	7.7343	3.8672	3.418
Si	11.6015	3.8672	3.418
Si	0	7.7343	3.418
Si	3.8672	7.7343	3.418
Si	7.7343	7.7343	3.418
Si	11.6015	7.7343	3.418
Si	0	11.6015	3.418
Si	3.8672	11.6015	3.418
Si	7.7343	11.6015	3.418
Si	11.6015	11.6015	3.418
Si	-0.0192	1.9097	4.7231
Si	3.8824	1.9206	4.8043
Si	7.7785	1.9329	4.7563
Si	11.6107	1.9518	4.7696
Si	0.0753	5.7992	4.7526
Si	3.9161	5.7901	4.8028
Si	7.7854	5.7981	4.7494
Si	11.6444	5.8055	4.8086
Si	-0.0026	9.6454	4.7747
Si	3.8849	9.6751	4.8332
Si	7.6871	9.683	4.8068
Si	11.5924	9.6638	4.8399
Si	-0.0252	13.5366	4.7825
Si	3.8316	13.5425	4.8425
Si	7.6662	13.5435	4.7526
Si	11.5843	13.5114	4.7699
Si	1.8863	1.8308	6.0852
Si	5.8648	1.9125	6.1343
Si	9.7137	2.009	6.1469
Si	13.5379	1.914	6.1037
Si	1.9924	5.7736	6.1735
Si	5.8853	5.7829	6.137
Si	9.6925	5.8361	6.1549
Si	13.6345	5.7547	6.1197
Si	1.9251	9.6423	6.1583
Si	5.7861	9.6844	6.2922
Si	9.6105	9.7373	6.1866
Si	13.5646	9.5647	6.1993
Si	1.8736	13.545	6.22
Si	5.7757	13.5532	6.2211
Si	9.6158	13.5432	6.0535
Si	13.4936	13.4473	6.148
Si	1.4664	0.0091	7.5753
Si	6.2722	0.0262	7.5037
Si	9.4645	0.0157	7.3418
Si	13.7413	-0.0434	7.3778
Si	1.586	3.751	7.3324
Si	6.2606	3.828	7.4207
Si	9.4173	3.9336	7.5222
Si	13.9272	3.824	7.431
Si	1.7701	7.7115	7.522
Si	6.171	7.6687	7.5176
Si	9.3289	7.7759	7.4455
Si	14.064	7.6064	7.4971
Si	1.5146	11.5706	7.4568
Si	6.0514	11.6695	7.6298
Si	9.2237	11.7159	7.475
Si	13.8234	11.5032	7.4872
O	0.0412	3.8226	7.9474
O	7.8235	3.8815	7.9936
O	0.1808	7.7148	7.9686
O	7.7608	7.7241	8.0089
O	-0.1543	-0.0259	7.8298
O	7.8887	-0.0007	7.7872
O	5.8502	-0.0191	22.9823
O	13.6257	-0.0009	22.995
O	13.541	3.8295	22.9828
O	5.7744	3.8683	23.0054
O	9.6336	11.6007	22.9693
O	1.8727	11.6189	22.9278
O	5.7754	7.7765	23.0772
O	13.4922	7.7891	23.007
O	-0.0624	11.5676	8.0075
O	7.663	11.6663	8.0777
O	5.1291	11.8037	9.0241
O	10.2207	11.9971	8.7589
O	10.2695	-0.0468	8.7727
O	5.3299	3.6497	8.7665
O	2.5054	11.5257	8.7676
O	2.6658	7.7436	8.9284
O	5.7224	0.0958	9.0631
O	12.8355	11.4136	8.8099
O	2.017	15.6062	9.141
O	13.0049	3.8607	8.7905
O	2.6192	3.3847	8.5549
O	13.2931	7.3224	8.9219
O	10.3727	7.7708	8.7232
O	5.295	7.4586	8.906
O	10.3377	4.0349	8.9027
O	12.9109	-0.0291	8.798
O	4.3979	11.9454	22.1286
O	0.6795	0.1172	22.0344
O	3.2749	3.6709	22.0987
O	7.0778	12.1717	22.1654
O	14.7828	11.7367	21.9828
O	11.0137	0.2289	22.5079
O	8.3005	3.4727	22.3406
O	8.35	7.9855	22.4137
O	11.0087	3.5274	22.2528
O	8.415	15.3242	22.1057
O	11.0032	7.872	22.1098
O	3.3274	15.3526	22.0569
O	0.5345	8.0756	22.2084
O	3.2473	8.1065	22.3353
O	0.576	3.6513	22.1086
O	12.2136	11.0823	22.2146
Si	12.3947	2.4073	14.6044
Si	14.4145	9.9893	12.0581
Si	10.0826	1.1972	15.6927
Si	2.077	0.996	13.0722
Si	2.3596	9.1325	16.2641
Si	12.0117	10.4064	14.1321
Si	9.8	10.7173	18.5565
Si	6.8988	7.7041	17.7374
Si	5.7215	12.273	21.2327
Si	13.3825	11.5002	21.1348
Si	1.9164	4.3266	21.4535
Si	11.6907	3.5413	9.6945
Si	3.2773	10.9844	12.7232
Si	4.5651	2.087	11.9605
Si	2.1459	14.5872	10.4244
Si	6.9493	1.8489	18.4919
Si	5.6733	11.7336	14.2704
Si	1.9352	7.4696	21.6331
Si	11.6551	5.8353	17.1108
Si	10.5562	8.3754	10.2334
Si	15.2563	13.0249	11.6795
Si	9.616	4.0934	21.6165
Si	12.9939	8.3891	16.1482
Si	7.4968	13.3663	12.3554
Si	7.4134	2.6253	11.9971
Si	9.563	7.2778	21.6093
Si	11.4438	11.423	9.6725
Si	4.0932	3.6176	17.1583
Si	5.3346	8.7613	15.1813
Si	0.0983	8.2547	14.305
Si	7.6541	0.5395	14.1193
Si	11.8507	14.7693	17.2362
Si	15.3426	2.8759	13.7159
Si	9.7717	7.7977	18.5723
Si	8.6831	5.2801	12.9292
Si	9.8985	15.3536	21.3997
Si	5.1592	1.2244	15.8467
Si	14.3581	0.8977	18.0948
Si	6.3797	0.2254	10.5581
Si	9.8257	2.2719	19.2628
Si	3.8742	3.8531	9.4647
Si	11.825	13.2244	14.7982
Si	5.4713	14.8493	19.241
Si	9.0097	11.0072	13.2955
Si	6.7291	4.7169	17.8695
Si	13.3881	7.5832	10.526
Si	11.5773	0.3733	9.6376
Si	6.6708	10.4761	18.9054
Si	1.4841	4.6902	18.3139
Si	3.9326	7.0232	9.6983
Si	1.2339	12.5608	14.2523
Si	2.6131	14.871	15.6679
Si	12.2608	13.7175	11.674
Si	0.7603	2.4506	16.6664
Si	11.2906	13.0489	19.7616
Si	3.1004	1.4905	18.7751
Si	1.1948	7.6928	18.7152
Si	2.0155	0.0386	21.0827
Si	11.6702	4.7636	12.6645
Si	12.5577	3.1008	17.7946
Si	4.8825	8.2877	12.3619
Si	3.6736	12.1218	9.734
Si	9.2017	4.3106	15.853
Si	9.1761	12.2827	15.9835
Si	14.4443	5.7881	12.7911
Si	7.935	8.2513	12.0895
Si	6.471	12.8212	16.9783
Si	0.5675	11.5937	16.9995
Si	14.1696	9.6905	18.5803
Si	1.1444	14.2739	18.5217
O	13.7681	2.3544	18.6477
O	12.5589	14.1986	15.874
O	10.6418	0.352	16.9735
O	0.8774	13.5439	10.5701
O	0.7652	1.9125	12.7386
O	8.4425	11.4418	14.7818
O	1.9456	14.7278	17.1587
O	7.0633	14.2322	10.9997
O	5.3899	4.5735	16.9532
O	5.5395	13.7434	20.4762
O	11.7943	7.5871	10.9998
O	6.2276	7.918	16.2625
O	8.3127	9.5705	12.9821
O	6.1269	0.9252	14.5647
O	2.7919	4.6192	17.2945
O	2.459	13.4202	14.9245
O	9.2066	7.5516	20.0652
O	11.5469	15.038	11.0487
O	8.5753	1.804	18.321
O	8.7064	0.4291	15.3361
O	11.9192	4.2942	11.1192
O	4.0682	7.3782	11.2823
O	7.7429	14.5271	13.4625
O	10.5995	10.706	13.3947
O	1.5517	8.5097	14.9859
O	14.9923	11.4141	11.5254
O	5.8265	11.0503	20.1617
O	1.7902	11.2829	13.361
O	7.3749	1.5765	10.6871
O	9.5713	5.6848	21.8747
O	3.9226	9.1937	15.8669
O	4.136	11.7955	13.8111
O	13.625	10.344	19.9834
O	1.9081	4.2109	19.8262
O	0.7702	12.7297	18.1668
O	10.0454	1.0622	20.3074
O	0.7394	3.0406	15.1255
O	11.5603	1.9523	9.9913
O	6.3736	12.3188	12.908
O	6.3641	8.5591	11.6615
O	12.4642	11.7347	14.9706
O	1.9165	5.8784	21.93
O	4.147	-0.0724	15.8943
O	10.2648	5.5727	12.686
O	5.806	12.7973	15.4969
O	6.0343	10.1735	14.6787
O	11.1492	2.5612	18.388
O	9.0853	8.2024	10.9236
O	8.1101	4.6161	17.0179
O	12.5863	4.7322	17.8909
O	12.6501	2.7773	16.1842
O	8.2707	10.6826	19.1173
O	13.0133	8.955	17.6861
O	15.126	4.2967	12.9098
O	1.862	0.4077	14.5965
O	9.6603	2.7559	15.9123
O	11.9093	9.1587	15.1832
O	8.4793	4.71	14.4463
O	5.1781	7.7336	13.8912
O	14.0699	9.0557	10.7647
O	3.6684	5.4296	9.7376
O	10.2487	13.2554	15.2495
O	13.8666	13.8242	11.4175
O	4.0252	0.1107	18.883
O	2.186	8.1329	17.5221
O	6.4954	0.6518	19.5443
O	15.4945	9.2326	13.0084
O	9.907	11.2708	17.0249
O	14.7389	10.817	17.5613
O	2.2023	1.4177	20.1585
O	10.5495	5.1952	16.0973
O	9.5249	3.6825	20.0481
O	12.8725	5.7118	13.2458
O	3.8124	2.914	10.7797
O	4.205	2.5762	15.8685
O	8.5223	7.8045	17.5169
O	13.0569	10.1472	12.9305
O	3.4806	11.4273	11.181
O	3.4898	13.7199	10.0388
O	0.776	6.1465	18.4103
O	11.6673	12.37	10.974
O	11.9569	13.7266	13.2689
O	8.7776	12.2935	12.2451
O	5.8603	14.0033	17.8975
O	2.0908	7.7945	20.0623
O	15.3335	8.5964	18.9123
O	10.6517	11.564	19.6389
O	8.0699	13.136	16.8178
O	11.3086	13.6149	18.2371
O	15.3423	6.7208	13.7865
O	5.8633	2.9651	12.4344
O	8.1772	1.7479	13.1489
O	6.6857	3.4387	18.9214
O	8.1599	4.0937	11.878
O	14.4589	8.5835	15.4564
O	12.6092	6.8093	16.2205
O	6.209	11.3288	17.5907
O	5.1018	0.5868	11.5301
O	2.0995	1.8035	17.4487
O	3.7738	9.4474	12.6909
O	0.3106	13.4054	13.1928
O	12.8098	12.8755	20.3992
O	14.3323	6.4512	11.2771
O	11.6024	3.5102	13.6982
O	1.8694	10.6147	16.7851
O	15.0889	1.2786	16.6779
O	7.9366	6.7401	12.7697
O	10.8761	6.6634	18.2667
O	1.9159	14.2569	19.991
O	6.3446	8.8883	18.7256
O	6.6159	6.2491	18.4633
O	4.1401	2.7444	18.5843
O	0.3657	3.7162	17.6342
O	11.325	1.1502	14.5902
O	6.2293	1.4415	17.0781
O	11.0066	9.9426	10.1818
O	10.284	13.9264	20.7033
O	2.2596	15.3867	11.8474
O	3.4601	1.878	13.1372
O	15.4238	15.3768	18.8598
O	10.4776	9.2491	18.5286
O	13.0367	0.0079	18.0394
O	13.8775	2.1619	13.9522
O	0.2334	12.1557	15.4941

Results
free energy: -264117.580 eV
free energy less fixed offsets of O -462.48, Si -704.48 eV per atom: 2.740 eV

Forces (eV/angstrom), in the order of the atoms: element, x, y, z
Si	0.0051	-0.0071	-0.0271
Si	-0.0047	-0.0084	-0.0207
Si	0.001	-0.0048	-0.0057
Si	-0.0227	0.0033	-0.0297
Si	0.0002	-0.0011	-0.0121
Si	0.0093	-0.0048	-0.02
Si	0.0013	0.0006	-0.0045
Si	-0.0001	-0.0049	-0.0154
Si	0	0.0036	-0.0009
Si	-0.0087	-0.0006	-0.0295
Si	0.0198	-0.0049	-0.0204
Si	0.004	0.0034	0.0029
Si	0.0016	-0.0006	-0.0136
Si	0.0069	-0.0006	-0.0198
Si	-0.008	0.0079	-0.0157
Si	0.0046	-0.0004	-0.0022
Si	0.0087	0.0048	0.0025
Si	-0.0078	0.0018	0.0075
Si	0.006	0.0041	0.0057
Si	-0.0067	0.0013	0.0073
Si	0.0053	0.0001	0.0043
Si	-0.012	-0.0014	0.0022
Si	0.0085	-0.0052	-0.0054
Si	-0.0105	0.0013	0.004
Si	0.0011	-0.005	0.009
Si	-0.0089	0.0046	0.009
Si	0.0031	0.0024	0.0064
Si	-0.002	-0.0085	0.0046
Si	0.0016	-0.0009	0.0029
Si	0.001	0.0063	0.0025
Si	-0.0022	0.0028	0.0001
Si	-0.0096	-0.0101	-0.0031
Si	0.0028	0.0001	0.0071
Si	0.0064	-0.0105	0.0048
Si	-0.0004	-0.0005	0.0049
Si	-0.0071	0.0024	0.0052
Si	-0.0053	-0.001	0.0038
Si	0.0038	-0.0057	0.0062
Si	0.0033	0.0016	0.0009
Si	0.001	0.001	0.0039
Si	-0.0078	-0.0031	0.0011
Si	0.0022	0.014	0.0025
Si	0.0033	-0.0018	0.0024
Si	0.001	0.0048	0.0011
Si	0.002	-0.0005	0.0093
Si	0.0046	-0.0059	-0.0002
Si	0.0009	0.0076	0.0024
Si	0.0051	-0.005	0.0094
Si	-0.0555	0.1562	-0.046
Si	-0.1275	-0.2899	0.1379
Si	0.1731	0.073	0.0714
Si	0.1393	-0.3971	0.0905
Si	0.0123	0.0235	-0.338
Si	-0.0725	-0.0957	0.1581
Si	0.0044	0.0253	-0.1949
Si	0.1948	0.2814	0.297
Si	-0.0968	-0.055	-0.253
Si	-0.1036	0.1592	-0.0956
Si	-0.1934	-0.1879	-0.062
Si	0.0103	0.0644	-0.1562
Si	-0.0666	0.0895	-0.1822
Si	-0.0309	0.2826	0.4752
Si	0.0272	0.0716	-0.1013
Si	0.061	0.1261	0.2529
Si	-0.0186	-0.0543	0.0173
Si	0.0217	-0.0588	0.0061
Si	-0.0146	-0.0559	-0.0287
Si	-0.0308	0.0263	-0.0027
Si	-0.0612	0.0697	0.0178
Si	0.0323	-0.0024	-0.0071
Si	-0.0258	0.0109	-0.0223
Si	0.0073	-0.0257	-0.0238
Si	0.017	-0.0071	-0.011
Si	0.0305	0.0399	-0.0184
Si	0.0306	-0.0691	-0.0049
Si	0.0246	0.0378	-0.0309
Si	-0.0182	-0.0074	0.0022
Si	0.0559	0.0636	0.0001
Si	-0.0262	0.0867	-0.0082
Si	0.0186	0.0709	-0.0156
Si	-0.0173	-0.003	0.0016
Si	-0.0298	-0.0026	-0.0162
Si	0.013	-0.0002	-0.0067
Si	0.0311	-0.0086	0.003
Si	0.0508	-0.0032	0.0045
Si	-0.0214	-0.0157	-0.0121
Si	-0.0316	0.0079	0.0053
Si	-0.0082	-0.0032	-0.0191
Si	0.024	0.0112	-0.0005
Si	-0.035	0.0089	-0.0135
Si	0.0208	0.0092	-0.0097
Si	0.0089	0.017	-0.0091
Si	0.0321	0.0035	0.0165
Si	-0.0686	0.0031	0.0079
Si	0.0128	-0.0232	0.0163
Si	-0.0198	-0.0448	-0.0016
Si	0.0466	-0.0018	0.0004
Si	-0.0467	-0.0044	-0.008
Si	0.0326	0	0.0048
Si	-0.0113	0.004	0.01
Si	0.0346	0.0271	0.0167
Si	-0.0151	-0.006	0.0035
Si	-0.0051	-0.0101	0.0002
Si	-0.0193	-0.0108	0.0009
Si	0.047	-0.0182	0.0084
Si	-0.0442	0.002	-0.0042
Si	0.0079	-0.0025	0.0005
Si	0.0097	-0.0021	0.0041
Si	0.0403	-0.001	0.014
Si	-0.0043	-0.0031	-0.01
Si	0.033	0.0459	-0.0029
Si	-0.0438	0.0228	-0.0117
Si	-0.0406	-0.0266	0.024
Si	0.0355	0.0307	0.0024
Si	-0.0294	-0.0853	0.0095
Si	0.0599	-0.0548	-0.0211
Si	-0.0602	-0.0465	-0.0079
Si	0.0088	-0.0268	0.0075
Si	-0.0446	0.017	-0.0115
Si	-0.0119	0.0519	-0.0023
Si	-0.0493	0.0271	0.0097
Si	0.0138	-0.0031	0.0117
Si	-0.0207	0.0481	0.0217
Si	0.0319	0.0086	0.014
Si	-0.0284	-0.0212	0.0323
Si	0.0548	0.0314	-0.0043
Si	0.0038	-0.0593	0.03
Si	0.0089	-0.0214	0.0032
Si	-0.1748	-0.2671	-0.3931
Si	0.0386	-0.1002	0.2178
Si	-0.0151	0.0385	-0.2824
Si	-0.0078	-0.0227	0.0671
Si	0.1651	-0.0008	-0.2628
Si	0.0477	-0.0971	0.1697
Si	0.0751	-0.0416	-0.2597
Si	0.0658	0.2047	-0.0197
Si	0.073	-0.0316	-0.2581
Si	0.1032	0.0648	0.331
Si	-0.0356	0.1889	-0.001
Si	-0.0243	0.0809	0.2598
Si	0.0315	-0.0563	0.0309
Si	0.0318	0.0605	0.3954
Si	-0.2273	-0.0603	-0.0742
Si	0.0702	-0.292	0.0552
Si	0.0062	-0.0213	-0.01
Si	0.0126	0.0013	-0.0065
Si	-0.0091	-0.0104	-0.0027
Si	0.0029	-0.0048	-0.0125
Si	-0.0007	0.0039	-0.0038
Si	0.009	0.0064	-0.0066
Si	0.0036	-0.0027	-0.0132
Si	0.0085	-0.0034	-0.0032
Si	-0.0002	0.0025	-0.0065
Si	0.0017	-0.0001	-0.0046
Si	-0.0056	-0.0021	0.0012
Si	0.0008	0.0012	0.0041
Si	-0.0015	0.0204	0.007
Si	-0.0019	0.0004	-0.0025
Si	-0.0007	0.0095	-0.003
Si	-0.0001	0.003	-0.0025
Si	-0.0068	0.0019	0.0067
Si	-0.0024	0.0091	-0.0051
Si	-0.0019	0.0102	-0.0047
Si	0.0016	0.0089	-0.0042
Si	0.0043	-0.0076	0.0063
Si	-0.0086	-0.0121	-0.0028
Si	0.0078	0.0087	-0.0054
Si	-0.0037	0.0082	0.0009
Si	0.0013	0.0199	-0.0063
Si	-0.0041	-0.0089	-0.0111
Si	0.0032	0.0007	-0.0025
Si	-0.001	-0.0174	0.0025
Si	-0.006	-0.0073	0.0056
Si	0.0006	0.0076	-0.0054
Si	-0.0007	-0.01	-0.0065
Si	0.0019	-0.0061	-0.0127
Si	0.0005	0.0144	-0.0122
Si	-0.0093	0.0083	-0.0171
Si	-0.0267	-0.0087	0.0173
Si	0.0416	-0.0145	0.0139
Si	0.034	-0.0123	0.0139
Si	-0.0055	-0.0019	-0.0016
Si	0.0007	0.0009	0.0259
Si	-0.0044	0.0085	0.0241
Si	0.0022	0.0074	0.025
Si	0.0007	0.0134	0.0251
Si	0.0105	0.0077	0.002
Si	-0.0131	0.004	-0.0271
Si	0.0134	-0.0032	-0.0093
Si	-0.0006	-0.0042	0.0135
Si	0.0141	0.0065	-0.0064
Si	-0.0039	0.0019	0.0188
O	0.0064	-0.0045	-0.0115
O	-0.0031	0.0002	-0.0071
O	-0.0187	-0.001	0.0029
O	-0.0012	-0.0036	-0.0125
O	-0.0048	0.0105	0.0261
O	-0.0006	-0.0047	0.0113
O	-0.0101	-0.0085	0.0007
O	-0.0124	0.0074	0.0228
O	-0.0027	-0.0086	0.0106
O	0.0058	-0.0012	0.0071
O	0.0035	-0.0005	0.0133
O	0.0053	0.0076	0.0102
O	-0.0005	0.0098	0.0231
O	0.0037	0.0081	-0.0034
O	0.0046	-0.0083	-0.005
O	0.0168	0.0035	-0.0029
O	-0.0019	0.0024	-0.0042
O	-0.0063	-0.0044	0.0061
O	0.001	-0.0003	-0.0167
O	-0.0219	0.006	0.021
O	-0.0022	-0.0014	0.0068
O	0.0169	-0.0105	-0.0052
O	0	-0.0033	0.0038
O	-0.0078	0.0009	0.0025
O	-0.005	-0.0107	-0.0036
O	-0.0014	0.0007	-0.0027
O	-0.0065	0.0177	-0.0015
O	0.004	-0.0015	0.0095
O	0.0011	0.0025	0.0115
O	-0.0133	0.0004	-0.0069
O	0.002	-0.0043	-0.0139
O	0.0012	0.0027	-0.0298
O	0.0037	0.0014	0.0006
O	-0.0002	0.0009	0.0107
O	-0.0036	0.0122	0.0077
O	-0.0053	0.0061	0.0024
O	-0.0081	-0.0005	-0.0019
O	0.013	-0.0044	-0.0055
O	0.0014	0.0073	-0.0088
O	-0.0077	-0.0115	-0.0048
O	0.0002	0.0148	0.0057
O	0.0103	0.0012	-0.0005
O	-0.0091	-0.0131	0.0024
O	-0.008	0.001	0.0011
O	0.0037	-0.0101	0.0024
O	0.0061	-0.0109	0.0024
O	-0.0042	0.0044	0.0066
O	0.0015	0.0067	-0.0042
Si	0.0032	0.0063	0.0036
Si	-0.0021	-0.0036	0.0061
Si	-0.0014	0.0071	-0.0049
Si	-0.0058	-0.0018	-0.0015
Si	-0.0028	0.0004	-0.0001
Si	-0.0034	-0.0023	-0.0037
Si	-0.0151	0.0003	-0.0053
Si	0.0022	0.0002	-0.0007
Si	-0.0011	0.0024	0.0013
Si	0.0046	-0.0049	0.0013
Si	0.0038	-0.0196	-0.0122
Si	0.0029	0.001	-0.0038
Si	0.0231	-0.0163	-0.0138
Si	0.0042	0.0009	-0.0043
Si	0.0039	0.0094	-0.0067
Si	-0.0102	-0.0017	-0.0089
Si	-0.0055	-0.0022	-0.01
Si	0.0074	0.0176	-0.0052
Si	-0.005	-0.0007	-0.0039
Si	-0.0094	-0.0017	-0.0114
Si	-0.0001	0.0015	-0.0007
Si	-0.0044	-0.0139	-0.0103
Si	0.0022	-0.0034	-0.0109
Si	0.0011	0.0019	0.0083
Si	-0.0043	-0.0009	-0.0002
Si	-0.0067	0.0154	-0.0065
Si	-0.0022	-0.0052	-0.003
Si	-0.0028	-0.0018	-0.0008
Si	-0.0029	0.0024	0.0043
Si	-0.0094	-0.0011	-0.0019
Si	-0.0009	-0.0006	0.0029
Si	0.0018	0.0006	-0.0076
Si	-0.0012	0.0008	0.0058
Si	0.0008	0.0018	-0.0095
Si	0.0022	-0.0109	-0.0001
Si	-0.0013	0.0017	0.0064
Si	0.0037	-0.0024	0.002
Si	0.0023	-0.0102	-0.0074
Si	0.0058	-0.0006	0.0029
Si	-0.0004	-0.0015	-0.0017
Si	-0.0044	-0.0013	-0.0116
Si	-0.0005	-0.0027	0.0003
Si	0.002	-0.0042	-0.0007
Si	0.002	0.0024	-0.004
Si	0.0003	-0.0032	-0.0137
Si	0.0041	-0.0024	-0.0024
Si	-0.003	0.0029	0.0122
Si	0.0006	0.0065	-0.0027
Si	0.0052	0.0029	-0.001
Si	-0.0025	-0.0084	-0.0044
Si	-0.0002	0.007	0.007
Si	-0.0028	-0.0005	-0.003
Si	-0.0007	-0.0001	-0.0062
Si	0.006	0.0015	-0.0102
Si	-0.0008	0.0085	-0.005
Si	0.0012	0.0065	0.0004
Si	0.0013	0.0043	-0.0072
Si	0.0067	0.0009	0.001
Si	-0.0025	-0.0123	0.0037
Si	-0.0059	0.002	-0.0063
Si	-0.015	0.011	-0.0045
Si	-0.0096	0.0112	0.0084
Si	-0.0011	0.0009	0.0018
Si	0.0015	-0.0046	0.0024
Si	0.004	0.0004	0.0023
Si	0.0117	0.0071	0
Si	0.002	-0.0064	0.0052
Si	0.0031	0.0013	-0.0024
Si	0.0078	0.0036	-0.0078
Si	0.0042	0.0002	-0.0106
O	-0.0158	0.0211	0.0068
O	0.0015	0.0061	0.0008
O	-0.0076	-0.0031	0.0081
O	0.0032	0.0029	0.0012
O	0.0025	0.0019	-0.0016
O	0.0049	-0.001	0.0084
O	0.0024	0.0021	0.0003
O	-0.0064	-0.0027	-0.0088
O	0.0049	0.006	0.0033
O	0.0007	-0.0038	0.0025
O	-0.0074	0.0044	0.0047
O	-0.003	-0.0008	0.0018
O	-0.0161	-0.0072	0.0114
O	0.004	0.001	-0.0102
O	-0.0026	-0.0062	0.0027
O	-0.0055	-0.0152	-0.0005
O	0.0011	-0.0011	0.0112
O	0.0001	0.0023	-0.0029
O	0.0118	-0.0039	-0.0086
O	-0.0045	-0.0046	-0.003
O	0.0002	-0.0014	-0.001
O	0.0026	-0.0141	-0.0004
O	-0.0055	-0.0038	0.0011
O	0.0011	-0.001	0.0003
O	0.0037	-0.0015	0.0043
O	-0.0012	0.0025	0.0035
O	0.0021	-0.003	-0.0046
O	-0.0103	-0.0011	-0.0007
O	-0.0077	-0.0037	-0.0065
O	0.0015	0.0056	0.0111
O	0.0111	-0.0074	-0.0001
O	0.0001	-0.0086	0.0061
O	-0.0032	0.0041	0.0016
O	-0.0022	0.0017	0.0085
O	-0.0064	-0.0091	0.0051
O	-0.0012	-0.0018	0.0025
O	-0.0056	0.0092	-0.0098
O	-0.0016	-0.001	0.0029
O	-0.0171	0.0041	-0.0057
O	0.0027	-0.002	-0.0031
O	-0.0017	0.0012	0.0003
O	-0.0018	0	0.0064
O	0.0012	-0.0049	0.0014
O	-0.0031	0.0052	0.0007
O	-0.001	0.0008	-0.0016
O	0.012	-0.0038	0.004
O	-0.0019	0.0065	-0.0025
O	0.0096	0.0027	0.005
O	-0.0018	-0.0015	0.0071
O	0.0055	-0.0056	0.0036
O	0.0079	-0.0004	0.002
O	0.006	-0.0019	-0.0039
O	-0.0042	-0.0009	0.0061
O	-0.0016	0.0012	-0.0012
O	0.0011	0.0061	0.0013
O	-0.001	-0.0015	0.0152
O	-0.0018	0.0055	0.0051
O	0.001	0.0009	-0.0006
O	0.0053	-0.0137	0.0079
O	0.0004	-0.0009	0.0012
O	-0.0045	0.0042	-0.0154
O	-0.0067	-0.0017	0.0013
O	-0.001	0.0005	0.0041
O	0.0013	-0.0013	-0.0072
O	0.0006	0.0003	-0.0044
O	0.003	-0.0033	0.0045
O	-0.0091	-0.0003	-0.0026
O	-0.0067	-0.0004	0.0004
O	-0.0055	-0.002	0.0016
O	-0.0045	-0.0057	0.0013
O	0.0006	-0.0011	0.0019
O	-0.0006	0.0008	0.0077
O	-0.0017	-0.0005	-0.0011
O	0.0009	0.0074	0.0022
O	-0.0091	-0.0018	-0.0044
O	-0.0001	-0.0016	0.0044
O	-0.0002	0.0022	-0.0085
O	0.0077	0.0157	0.0098
O	0.0003	-0.0134	-0.0055
O	-0.0021	-0.0009	0.0015
O	0.0024	-0.003	-0.0013
O	0.0014	0.0002	0.0016
O	0.0195	0.0004	-0.0037
O	-0.0004	-0.0058	-0.006
O	-0.0005	-0.0006	0.0093
O	-0.0021	0.0011	0.0016
O	0.0014	-0.005	0.0054
O	-0.0035	0.0035	0.0027
O	-0.0052	-0.0044	0.0022
O	0.0002	0.0069	0.0016
O	-0.0039	-0.0073	0.003
O	0.0023	-0.0059	0.0031
O	0.0035	0.0099	0.0095
O	0.0042	0.0091	0.0017
O	0.0007	-0.0024	0.0044
O	0.0002	0.0072	0.0046
O	0.0017	0.0059	0.0025
O	-0.0089	0.0027	0.0025
O	-0.0074	-0.0011	-0.0008
O	-0.0263	0.0226	-0.0162
O	-0.0024	0.0025	-0.0057
O	0.0014	-0.0104	0.0051
O	0.0066	0.007	-0.0039
O	0.0007	0.0025	-0.0065
O	-0.0005	-0.0036	0.0019
O	-0.0078	0.0042	0.0031
O	-0.005	0.0026	0.0009
O	-0.0006	0.0003	0.0022
O	0.0062	0.0005	0.015
O	-0.0018	-0.0007	-0.0009
O	-0.0008	0.0027	0.0047
O	0.0102	-0.0002	-0.0011
O	-0.0021	0.0024	0.0015
O	-0.0089	-0.0063	0.0037
O	-0.0069	0.0075	0.0119
O	-0.0008	-0.0047	-0.0059
O	-0.0002	0.0045	0.0036
O	0.0058	-0.0056	-0.0042
O	-0.0002	0.006	0.0089
O	0.0037	-0.0047	0.001
O	-0.0057	-0.0001	0.008
O	0.0012	-0.0025	0.0054
O	0.0056	0.0038	-0.0039
O	0.005	-0.0019	-0.0022

The program warned: the cutoff lies below the one the program advises for these potential files; the forces do not sum to zero within the program's tolerance; the exchange-correlation potential is rough where the density is thin.
